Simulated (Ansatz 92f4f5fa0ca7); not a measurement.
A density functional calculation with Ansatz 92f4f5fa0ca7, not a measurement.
Periodic cell of 273 atoms, Si166O106B1, from a study of silicon, its oxide and their interface. The atomic structure is a simulated model.
Doubt: the cutoff is far below the 930 eV that the study's wrapper takes by default for these files, so forces and energies are approximate.
This geometry differs little from another in the collection (a relaxation step or a small displacement).

Settings
functional: PBE
potential files: Ansatz PAW
basis: plane waves
wave-function cutoff: 580 eV
density cutoff ratio: 5
exchange-correlation grid ratio: 1
k mesh: 1 x 1 x 1, Gamma-centred
self-consistency stop: 5e-08 eV per atom in the density residual
occupations: fixed
spin: none
net charge: -1 e, with a uniform compensating background and no finite-size correction

Cell vectors (angstrom)
a	11.6015	0	0
b	0	13.3963	0
c	0	0	29.8085

Atoms: element, x, y, z (angstrom)
Si	11.5609	0.1875	22.911
Si	3.9322	0.1611	23.0429
Si	7.6753	0.1306	23.1528
Si	2.0846	3.5181	22.9528
Si	5.908	3.7057	23.0104
Si	9.7735	3.544	23.0417
Si	11.7211	6.8292	23.1495
Si	3.9196	7.0244	23.2619
Si	7.809	6.8911	23.2517
Si	2.0436	10.2298	23.2824
Si	5.8556	10.0904	23.3372
Si	9.8456	10.074	23.2326
Si	11.7158	2.3931	23.7514
Si	4.007	2.4126	23.7536
Si	7.7943	2.4264	23.7715
Si	2.0332	5.7028	24.0176
Si	5.8415	5.8329	23.9929
Si	9.7507	5.7367	23.9093
Si	11.7548	9.0166	24.0419
Si	3.916	9.1344	24.2396
Si	7.8544	9.0838	24.047
Si	1.9272	12.5059	23.8038
Si	5.7863	12.374	23.9364
Si	9.6904	12.3914	23.7689
Si	11.674	2.3652	26.1651
Si	3.9058	2.3814	26.1611
Si	7.7569	2.3107	26.1763
B	2.0053	5.6305	26.1612
Si	5.7782	5.6699	26.3302
Si	9.7602	5.6258	26.2707
Si	11.7184	8.8981	26.3676
Si	3.8397	8.9434	26.5279
Si	7.7916	9.0057	26.3765
Si	1.9411	12.3757	26.2048
Si	5.7781	12.3296	26.2928
Si	9.7129	12.3432	26.1701
Si	1.9843	1.2045	26.9725
Si	5.8043	1.2053	27.0013
Si	9.7184	1.2018	26.9531
Si	11.8502	4.6367	26.8954
Si	3.6961	4.6409	26.9084
Si	7.7568	4.5193	27.0358
Si	1.9696	7.546	27.0101
Si	5.8494	7.8843	27.1514
Si	9.7218	7.8462	27.0783
Si	11.6368	11.1918	26.9997
Si	3.8391	11.2298	27.1081
Si	7.768	11.2629	27.0397
Si	1.9529	1.1289	29.3623
Si	5.7951	1.127	29.3877
Si	9.6586	1.1277	29.3494
Si	0.0363	4.4684	29.3034
Si	3.8561	4.4626	29.2944
Si	7.7215	4.462	29.4024
Si	1.9435	7.7417	29.378
Si	5.8255	7.8254	29.4988
Si	9.6928	7.7889	29.4257
Si	0.0099	11.1686	29.3621
Si	3.8597	11.2003	29.4571
Si	7.7591	11.1838	29.3942
Si	-0.002	0.0042	0.3159
Si	3.8684	0.0176	0.4343
Si	7.7208	-0.0001	0.3729
Si	1.9504	3.3486	0.3375
Si	5.7673	3.3497	0.3762
Si	9.6771	3.3628	0.3191
Si	0.0096	6.6579	0.3936
Si	3.8813	6.651	0.3726
Si	7.7595	6.6821	0.4212
Si	1.9287	10.0067	0.3266
Si	5.8223	10.09	0.4022
Si	9.6861	10.0332	0.3538
Si	11.5482	-0.0542	2.6794
Si	3.841	-0.0709	2.8258
Si	7.664	-0.0935	2.7523
Si	1.9328	3.2639	2.6961
Si	5.7407	3.2732	2.7827
Si	9.6094	3.3066	2.7022
Si	11.5731	6.6186	2.7496
Si	3.8699	6.6022	2.7176
Si	7.7431	6.6314	2.7835
Si	1.9215	9.9798	2.6958
Si	5.8279	10.0433	2.7735
Si	9.6816	9.9716	2.7171
Si	11.5564	2.1926	3.4002
Si	3.809	2.1301	3.6461
Si	7.6823	2.1191	3.5187
Si	1.9095	5.4852	3.4596
Si	5.8033	5.5175	3.5621
Si	9.6571	5.5028	3.6074
Si	11.6125	8.8563	3.532
Si	3.8926	8.8578	3.3974
Si	7.7487	8.8744	3.5409
Si	1.8525	12.2115	3.5104
Si	5.7585	12.2169	3.7467
Si	9.622	12.1939	3.4805
Si	11.4775	2.1524	5.7244
Si	3.7266	2.0258	6.068
Si	7.6052	1.9683	5.8968
Si	1.8794	5.3965	5.7931
Si	5.8023	5.4572	5.935
Si	9.6232	5.4315	6.0069
Si	11.6373	8.7862	5.9108
Si	3.9126	8.7834	5.7197
Si	7.7763	8.8078	5.9144
Si	1.7757	12.148	5.8882
Si	5.7181	12.1151	6.2493
Si	9.5838	12.1047	5.8394
Si	1.6279	0.9656	6.7088
Si	5.6692	0.984	7.0036
Si	9.6327	0.9335	6.5666
Si	11.575	4.3046	6.705
Si	3.8245	4.3162	6.5608
Si	7.6919	4.1716	6.6211
Si	2.0289	7.6209	6.4957
Si	5.8278	7.7306	6.6836
Si	9.7187	7.6954	6.7195
Si	11.4492	10.9829	6.7586
Si	3.6503	10.9303	6.6327
Si	7.759	10.9729	6.8535
O	9.9031	7.8866	8.3857
O	9.8977	0.828	8.2213
O	1.0285	0.9105	8.2993
O	3.0757	10.5606	8.1525
O	5.8116	7.8986	8.3536
O	5.6102	1.1808	8.6959
O	3.7698	4.325	8.2117
O	7.6447	3.723	8.2494
O	0.0524	4.2625	8.3826
O	11.1511	10.94	8.4157
O	8.1256	10.7737	8.4966
O	2.3693	7.4881	8.1053
O	11.423	0.2079	21.2244
O	9.7618	3.6478	21.3704
O	4.0676	7.5244	21.6511
O	6.0266	4.2008	21.3903
O	5.7114	9.7244	21.7071
O	2.1744	3.4653	21.251
O	7.3591	13.4607	21.5089
O	4.0591	0.1446	21.3754
O	7.7895	6.9749	21.5952
O	2.1159	10.1783	21.6246
O	11.6621	6.9309	21.4759
O	10.1248	9.6221	21.6338
Si	11.577	6.443	11.2813
Si	1.5599	10.3541	16.2674
Si	0.2244	3.6811	9.8958
Si	8.0813	12.8712	20.1869
Si	2.8364	10.4598	9.7456
Si	2.5683	10.4014	20.089
Si	10.3686	3.7204	19.8624
Si	0.2454	12.7998	17.0993
Si	10.8158	0.7086	19.7859
Si	3.1587	7.7421	16.2265
Si	0.3757	6.4878	19.952
Si	9.3812	2.5227	14.289
Si	2.9025	2.5397	11.0333
Si	5.1235	11.9895	15.3622
Si	4.89	8.6453	20.7795
Si	3.6012	-0.3972	11.2852
Si	5.5778	8.8925	14.7871
Si	-0.1697	11.3121	9.986
Si	9.4197	10.0117	20.2224
Si	3.4639	0.0617	19.8632
Si	7.4656	4.6958	9.5336
Si	2.361	12.3488	14.1657
Si	6.1792	0.5897	10.1321
Si	2.8034	2.9278	19.8256
Si	5.7134	4.449	13.6526
Si	7.4665	0.2155	15.6007
Si	9.6061	11.3442	15.2023
Si	1.9835	6.5641	13.5413
Si	2.8362	3.5259	14.0095
Si	11.6942	9.1743	18.4483
Si	11.2262	0.8696	9.1766
Si	9.1251	7.3184	9.6983
Si	8.6739	8.5578	14.5695
Si	4.7708	7.1669	12.3399
Si	2.9939	5.6202	18.7438
Si	2.5354	7.4003	9.6996
Si	6.2633	8.4239	9.8278
Si	4.3283	4.7565	9.6535
Si	9.3571	10.4955	12.2709
Si	5.9336	13.0451	17.975
Si	7.9841	4.9439	18.374
Si	8.3029	5.4083	15.2063
Si	7.3266	11.0718	9.9066
Si	5.4078	4.2047	19.8789
Si	0.7797	1.4864	15.0376
Si	7.5275	7.5364	20.1043
Si	7.6415	2.7885	11.8573
O	3.4536	6.0809	10.0911
O	1.9411	2.6544	15.0731
O	-0.3682	12.9416	10.1527
O	8.3004	8.927	19.8111
O	2.4225	1.3339	19.5927
O	8.1481	5.3042	16.8054
O	2.75	11.9905	19.7259
O	7.1528	8.7665	15.1127
O	1.2763	0.1802	14.1721
O	4.4055	3.814	14.4408
O	4.2401	3.4119	10.6164
O	10.9484	2.0782	14.4851
O	11.3805	4.835	10.9746
O	10.8388	12.0174	16.0448
O	8.932	6.9084	14.7677
O	1.7798	3.3534	10.2062
O	8.4611	5.9254	9.2098
O	11.1479	2.3046	19.5344
O	5.4118	7.6055	10.9223
O	11.4239	7.6057	18.8625
O	7.871	8.2587	10.1366
O	10.1328	7.1493	10.9731
O	9.216	4.1122	14.7219
O	8.8223	11.4794	20.5237
O	10.5764	10.5194	11.1585
O	8.355	12.2407	15.755
O	4.4494	2.8864	19.8405
O	4.6362	0.2423	18.7369
O	10.4476	10.0845	18.9634
O	6.7875	0.6983	17.0259
O	0.5106	6.7401	12.8177
O	1.0506	7.132	10.288
O	3.1357	7.1775	12.5433
O	3.9274	9.5363	19.8072
O	6.7867	5.1975	14.6224
O	0.5738	0.9094	16.5475
O	1.5417	11.7796	17.1128
O	5.3714	8.317	13.2968
O	2.9687	12.3663	12.6502
O	6.4301	3.202	12.8809
O	2.7892	9.3091	16.5919
O	5.9551	7.8564	19.828
O	1.9886	6.4134	19.7415
O	1.4326	9.7304	19.16
O	9.4768	9.7125	15.4657
O	3.0979	8.8871	10.1881
O	8.9881	9.0381	13.0039
O	2.1481	7.313	14.9888
O	9.167	3.909	18.7838
O	4.7303	7.9056	15.7869
O	7.2386	1.5918	10.8436
O	8.0824	6.3846	19.1111
O	5.9085	5.1554	9.6282
O	6.9755	-0.9086	19.0731
O	11.058	2.2427	10.0755
O	8.9715	2.3874	12.7109
O	9.7043	11.5043	13.5458
O	6.5889	4.1801	18.7542
O	6.0416	10.0439	9.9518
O	1.3492	10.835	10.2734
O	5.1594	10.4734	14.7574
O	1.685	10.9013	14.6801
O	11.3613	13.086	18.6215
O	5.4324	11.855	16.9652
O	8.0902	10.98	11.3552
O	11.3401	5.0157	19.6622
O	8.3629	1.4815	15.0784
O	2.4394	4.0428	18.6314
O	3.7466	11.6882	10.3292
O	9.1814	0.5807	19.7118
O	2.7685	2.6463	12.646
O	3.6377	12.63	15.1472
O	7.9954	4.0778	10.9331
O	5.1054	0.2505	11.3299
O	4.4575	5.4888	19.4651
O	6.195	13.0615	14.6835
O	3.0688	6.5457	17.3629
O	2.7707	0.9243	10.7206
O	0.2854	9.4398	16.8243
O	5.2265	5.6232	12.6265
O	2.133	4.9666	13.784
O	6.8923	12.6075	9.7139

Results
free energy: -165959.013 eV
free energy less fixed offsets of B -154.04, O -568.88, Si -635.61 eV per atom: 7.567 eV

Forces (eV/angstrom), in the order of the atoms: element, x, y, z
Si	-0.0012	-0.0042	-0.026
Si	0.0032	-0.0105	-0.0263
Si	-0.0038	-0.0019	-0.0187
Si	0.0027	-0.0073	-0.0262
Si	0.0075	0.0124	-0.0263
Si	0.0025	0.0082	-0.0255
Si	-0.0098	0.0062	-0.0194
Si	-0.0073	-0.007	-0.0254
Si	0.0034	0.001	-0.0198
Si	0.006	-0.0039	-0.0251
Si	-0.0015	-0.0011	-0.0176
Si	-0.0015	-0.0029	-0.0235
Si	-0.0014	-0.0021	0.0066
Si	-0.0042	0.0007	0.0054
Si	-0.0022	-0.0026	0.0051
Si	0.0275	0.0245	-0.1279
Si	-0.004	-0.0066	0.0043
Si	0.0014	0.0011	-0.0012
Si	0.002	-0.0033	0.0001
Si	-0.0088	0.0001	0.0015
Si	-0.0019	-0.0025	-0.0018
Si	-0.001	0.0089	0.0012
Si	-0.0002	0.0065	0.0023
Si	0.0031	0.0032	0.0058
Si	-0.0078	-0.0027	0.0017
Si	0.0027	-0.0045	0.0072
Si	-0.0033	0.0102	0.0003
B	-0.224	-0.1627	0.2124
Si	0.0087	-0.0318	0.0269
Si	-0.0221	-0.0177	0.0196
Si	0.0069	0.0052	0.0138
Si	-0.0128	0.0143	0.0126
Si	-0.0014	0.0016	0.0143
Si	-0.0014	0.0024	0.0026
Si	-0.0008	0.0047	0.0096
Si	0.0013	-0.0014	0.0035
Si	-0.0035	-0.0037	-0.0048
Si	-0.0083	-0.0065	-0.0094
Si	0.0142	-0.005	-0.0105
Si	0.1867	0.0976	-0.0507
Si	0.0292	0.0341	-0.0257
Si	0.0025	0.0315	-0.0244
Si	0.0167	0.0393	-0.015
Si	0.0059	-0.0058	-0.0059
Si	-0.0042	-0.0067	-0.0032
Si	-0.0047	-0.0047	-0.0082
Si	0.0071	-0.0045	-0.0157
Si	0.0005	-0.003	-0.0038
Si	0.0033	0.0118	-0.0058
Si	0	0.0074	-0.0072
Si	0.0115	0.0058	-0.0082
Si	-0.0008	0.0052	-0.0131
Si	-0.0007	0.0068	-0.0027
Si	0.0081	0.0109	-0.0068
Si	0.0038	-0.004	0.0059
Si	0.0087	0.0055	0.0069
Si	0.0014	0.0081	0.0014
Si	-0.0005	-0.0012	-0.0034
Si	-0.0034	0.0046	0.0031
Si	0	0.0022	-0.0029
Si	-0.0061	-0.01	0.0009
Si	0.0021	-0.0133	0.0139
Si	-0.0078	-0.0132	0.0082
Si	0.0029	-0.0071	-0.0016
Si	-0.0107	-0.0038	0.0074
Si	-0.0039	0.0025	0.0072
Si	-0.0054	-0.0043	0.0034
Si	-0.0043	-0.0066	-0.0042
Si	-0.0038	-0.0038	0.0086
Si	-0.001	0	-0.0022
Si	0.0058	-0.002	0.0073
Si	-0.0007	-0.0045	0.0041
Si	0.0017	-0.0004	0.0061
Si	-0.0006	0.0031	-0.0033
Si	-0.0016	-0.0008	0.0013
Si	0.0018	-0.0005	0.0059
Si	-0.0039	-0.0008	0.0009
Si	-0.0009	-0.0017	0.0019
Si	-0.0012	-0.0009	0.0049
Si	-0.0014	-0.0013	0.0093
Si	0.0029	0.0024	0.003
Si	-0.0005	-0.0031	0.0044
Si	0.0006	-0.0015	0.0012
Si	-0.001	-0.0024	0.0031
Si	-0.0019	0.0022	-0.0021
Si	0.0033	0	-0.0037
Si	0.0015	0.0027	0.0005
Si	0.0003	0.0004	-0.0041
Si	0.0006	-0.0021	-0.0029
Si	-0.0007	-0.0004	-0.004
Si	0.0001	0.0012	-0.0022
Si	0.0005	0.0022	0.0032
Si	-0.0003	-0.0005	0.0011
Si	0.0028	-0.0001	-0.0036
Si	0.001	-0.0002	-0.002
Si	-0.0013	-0.001	-0.0031
Si	0.0002	-0.002	0.0022
Si	-0.001	0.0008	-0.0001
Si	-0.0006	-0.0022	-0.0002
Si	0.0021	0.0026	0.0027
Si	-0.0008	0.0032	-0.0003
Si	-0.0001	0.003	0.0002
Si	0.0004	-0.0013	-0.0001
Si	-0.0015	-0.002	-0.0018
Si	-0.0003	-0.0013	-0.0036
Si	-0.0016	0.0011	0.0005
Si	-0.0007	-0.0014	-0.0024
Si	0.0019	0.0002	0.0006
Si	-0.007	-0.0003	0.0107
Si	0.0014	0.0051	0.0199
Si	0.002	0.0023	0.0097
Si	0.0011	-0.0038	0.018
Si	-0.0026	-0.0033	0.0125
Si	0.0016	-0.0064	0.0108
Si	0.0023	0.0002	0.0129
Si	0.0012	0.0032	0.0175
Si	0.0011	0.0004	0.0144
Si	-0.0023	-0.0006	0.0171
Si	-0.004	-0.0049	0.0137
Si	0.0035	-0.0037	0.0188
O	0.004	0.0034	-0.021
O	-0.0081	-0.0004	-0.0155
O	0.0116	0.0005	-0.0149
O	0.0071	0.0033	-0.0249
O	-0.0032	-0.0065	-0.0234
O	-0.0045	0.0016	-0.0293
O	-0.0037	-0.0027	-0.026
O	0.0017	-0.0029	-0.0217
O	-0.002	0.0063	-0.0287
O	0.0012	-0.0027	-0.0264
O	0.0026	-0.0005	-0.0266
O	-0.0039	0.0017	-0.024
O	0.009	-0.0029	0.0329
O	-0.0073	-0.0037	0.0222
O	0.0014	-0.0016	0.0145
O	0.0045	-0.0068	0.0259
O	0.0064	0.01	0.0222
O	-0.0092	0.0067	0.0401
O	-0.0031	0.0057	0.0249
O	0.0033	0.0029	0.0326
O	0.004	-0.0041	0.0274
O	-0.0065	0.0024	0.03
O	0.0065	-0.0018	0.027
O	0.0034	0.001	0.027
Si	0.0017	0.0002	-0.0003
Si	0.0031	0.001	0.0061
Si	0.0053	0.0005	0.0108
Si	-0.0008	-0.0062	-0.0187
Si	0.0007	0.0041	0.0109
Si	-0.0057	0.0025	-0.0176
Si	-0.0006	-0.0013	-0.0132
Si	0.0011	-0.0036	-0.0084
Si	-0.0052	-0.0043	-0.0189
Si	0.0041	0.0079	-0.0031
Si	0.0075	0.0035	-0.0174
Si	0.0016	-0.0003	0.0048
Si	0.0019	-0.005	-0.0019
Si	-0.0021	-0.0012	-0.0003
Si	0.0015	-0.0014	-0.0177
Si	-0.0052	0.0012	-0.0015
Si	0.0018	0.0037	0.0033
Si	-0.0009	-0.0036	0.0116
Si	-0.0062	0.0081	-0.0159
Si	0.0034	-0.002	-0.0182
Si	-0.0004	0.0047	0.0151
Si	-0.0008	0.0007	0.0042
Si	0.0057	-0.0028	0.0146
Si	0.0087	-0.0059	-0.0164
Si	-0.0014	0.0013	0.0005
Si	0.0016	-0.0032	0.0005
Si	-0.0046	-0.001	0.007
Si	0.0026	-0.0033	-0.0003
Si	0.0002	0.0019	0.0043
Si	0.0022	0.0052	-0.003
Si	0.0005	0.0003	0.0126
Si	-0.003	-0.0041	0.0102
Si	-0.0018	0.0009	0.006
Si	-0.0003	-0.0003	0.0066
Si	0	0.0067	0.0011
Si	-0.0036	-0.0037	0.0088
Si	0.0008	0.0029	0.0104
Si	0.0034	0.001	0.0124
Si	-0.0013	-0.0044	0.0063
Si	0.0034	-0.0026	-0.0113
Si	0.002	0.0028	-0.0001
Si	0.0023	0.0025	-0.01
Si	-0.0047	0.0021	0.0125
Si	-0.0035	0.0055	-0.0159
Si	0	0.0013	-0.0014
Si	0.0026	0.0005	-0.0139
Si	0.0004	-0.0007	0.0026
O	0	-0.0012	0.0014
O	0.0005	0.0004	-0.003
O	0.0005	0.0054	-0.0009
O	-0.0004	-0.0035	-0.0004
O	0.0005	0.0036	-0.002
O	-0.0017	-0.0036	0.0152
O	0.0009	0.0006	-0.0007
O	-0.0002	-0.0016	-0.0036
O	-0.0005	0.0002	0.0012
O	-0.0001	-0.0003	-0.0015
O	0.0018	0.0072	0.0006
O	-0.0005	-0.0002	-0.0007
O	0.0002	-0.0069	-0.0005
O	0.0057	0.0034	0.0009
O	-0.0002	-0.0025	0.0004
O	-0.0089	0.0033	0.003
O	-0.0007	-0.0024	-0.0005
O	-0.0004	0.0043	-0.0015
O	0.0064	0.0065	-0.0057
O	0.0001	-0.0092	0.0025
O	0.0006	-0.0007	0.0026
O	-0.0059	0.0021	-0.0014
O	-0.0012	0.001	0.0004
O	0.0033	-0.0039	0.0015
O	0.0073	0.0045	-0.0057
O	-0.0004	0.0017	-0.004
O	-0.0027	-0.0005	-0.0011
O	-0.0155	0.0023	0.0086
O	-0.0081	-0.0014	0.0039
O	-0.0025	-0.0009	0.0023
O	-0.0048	-0.0008	-0.0047
O	0.0078	0.0037	0.0003
O	0.002	0.0009	0.0009
O	0.0037	-0.0032	0.0014
O	-0.0004	-0.0009	0.0014
O	-0.0014	-0.0031	0.0016
O	-0.0001	0.0021	-0.0052
O	-0.002	-0.0042	-0.0029
O	0.0038	0.0018	-0.0055
O	0.0036	-0.0018	-0.0011
O	-0.0008	-0.0013	-0.004
O	-0.0022	0.0043	0.0023
O	-0.0107	0.0022	-0.0011
O	0.0114	0.0044	0.0053
O	0.0015	0.0012	-0.0041
O	-0.0006	0.0005	0.0031
O	0.001	0.0034	-0.0019
O	0.0001	0.0001	0.0006
O	0.0071	-0.0022	0.0006
O	-0.0029	-0.0032	-0.0013
O	-0.0053	-0.0066	-0.0018
O	-0.0027	0.0088	-0.0003
O	0.0014	-0.0005	0.0007
O	0.0112	0.0006	0.0077
O	0.0001	-0.0059	-0.0006
O	-0.004	0.0012	-0.0006
O	0.0007	-0.0006	-0.003
O	-0.0059	-0.0012	0.0013
O	0.0007	-0.0022	0.0032
O	-0.0014	0.0001	0.0019
O	-0.0004	0.0004	-0.0002
O	-0.0009	0.0002	0.0015
O	-0.0053	0.0108	0.0119
O	0.001	0.005	0.0048
O	-0.0068	0.0017	-0.0067
O	-0.0005	-0.0021	-0.0001
O	-0.0006	0.001	-0.0021
O	0.001	-0.0071	0.0031
O	-0.0032	-0.0109	0.0012
O	-0.0005	-0.001	-0.0004
O	0.0007	-0.0026	-0.007
O	-0.0011	-0.0008	-0.0025
O	-0.0016	0.0068	-0.0062
O	0.005	0.0014	-0.0007
O	0.0053	-0.0048	-0.0011
O	-0.0004	0.0013	0.0028
O	-0.0025	-0.0108	0.0102
O	-0.001	0.001	0.0057
O	-0.0043	-0.0047	0.0072
O	-0.0015	0.0042	0.0011
O	-0.0008	0.0014	0.0002
O	0.0012	-0.0008	0.0013

The program warned: the cutoff lies below the one the program advises for these potential files; the forces do not sum to zero within the program's tolerance; the exchange-correlation potential is rough where the density is thin.
